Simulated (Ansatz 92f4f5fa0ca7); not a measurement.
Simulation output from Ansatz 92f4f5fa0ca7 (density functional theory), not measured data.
Periodic cell of 227 atoms, Si134O91H1N1, from a study of silicon, its oxide and their interface. The atomic structure is a simulated model.
Doubt: the cutoff is far below the 930 eV that the study's wrapper takes by default for these files, so forces and energies are approximate.
This geometry differs little from another in the collection (a relaxation step or a small displacement).

Settings: functional PBE; potential files Ansatz PAW; basis plane waves; wave-function cutoff 580 eV; density cutoff ratio 5; exchange-correlation grid ratio 1; k mesh 1 x 1 x 1, Gamma-centred; self-consistency stop 5e-08 eV per atom in the density residual; occupations fixed; spin none; net charge 0.

Cell vectors (angstrom)
a	10.938	0	0
b	0	10.938	0
c	0	0	32.7627

Atoms: element, x, y, z (angstrom)
Si	0.1305	-0.3308	25.4815
Si	6.0129	-0.5062	25.2522
Si	2.8121	2.663	25.0614
Si	8.0148	3.3313	24.9541
Si	-0.4834	6.1599	25.3333
Si	5.4204	5.1953	25.2176
Si	2.6593	8.6241	25.3613
Si	8.1763	8.23	25.7909
Si	1.2829	1.47	26.4842
Si	7.0008	1.4264	26.2786
Si	4.1031	3.9088	26.6371
Si	9.5031	4.3193	26.5327
Si	1.443	6.907	26.5196
Si	6.6032	6.77	26.6491
Si	4.2235	9.7085	26.7169
Si	9.6277	9.5606	26.9788
Si	2.6998	0.1182	27.9487
Si	8.1728	0.1108	27.9805
Si	-0.0678	2.8274	27.9018
Si	5.5727	2.6235	27.9161
Si	2.7393	5.4241	27.9143
Si	8.1053	5.5129	27.9969
Si	0.115	8.1257	28.0827
Si	5.4096	8.2138	28.0457
Si	4.1018	1.3673	29.3445
Si	9.5708	1.3673	29.3445
Si	1.3673	4.1018	29.3445
Si	6.8362	4.1018	29.3445
Si	4.1018	6.8362	29.3445
Si	9.5708	6.8362	29.3445
Si	1.3673	9.5708	29.3445
Si	6.8362	9.5708	29.3445
Si	0	0	30.7117
Si	5.469	0	30.7117
Si	2.7345	2.7345	30.7117
Si	8.2035	2.7345	30.7117
Si	0	5.469	30.7117
Si	5.469	5.469	30.7117
Si	2.7345	8.2035	30.7117
Si	8.2035	8.2035	30.7117
Si	1.3673	1.3673	32.079
Si	6.8362	1.3673	32.079
Si	4.1018	4.1018	32.079
Si	9.5708	4.1018	32.079
Si	1.3673	6.8362	32.079
Si	6.8362	6.8362	32.079
Si	4.1018	9.5708	32.079
Si	9.5708	9.5708	32.079
Si	2.7345	0	0.6835
Si	8.2035	0	0.6835
Si	0	2.7345	0.6835
Si	5.469	2.7345	0.6835
Si	2.7345	5.469	0.6835
Si	8.2035	5.469	0.6835
Si	0	8.2035	0.6835
Si	5.469	8.2035	0.6835
Si	4.1018	1.3673	2.0507
Si	9.5708	1.3673	2.0507
Si	1.3673	4.1018	2.0507
Si	6.8362	4.1018	2.0507
Si	4.1018	6.8362	2.0507
Si	9.5708	6.8362	2.0507
Si	1.3673	9.5708	2.0507
Si	6.8362	9.5708	2.0507
Si	0	0	3.418
Si	5.469	0	3.418
Si	2.7345	2.7345	3.418
Si	8.2035	2.7345	3.418
Si	0	5.469	3.418
Si	5.469	5.469	3.418
Si	2.7345	8.2035	3.418
Si	8.2035	8.2035	3.418
Si	1.3208	1.3825	4.766
Si	6.8398	1.4375	4.7554
Si	4.1596	4.0741	4.8235
Si	9.5383	4.0853	4.7717
Si	1.4392	6.7835	4.8601
Si	6.8198	6.8842	4.7921
Si	4.1463	9.4542	4.7372
Si	9.6073	9.4856	4.7687
Si	2.7024	-0.1317	5.927
Si	8.1339	-0.0728	5.9602
Si	-0.1367	2.671	6.1814
Si	5.6347	2.8617	6.2593
Si	2.7952	5.3344	6.2869
Si	8.2098	5.5234	6.0934
Si	0.0311	8.141	6.2365
Si	5.4191	8.1283	6.2773
Si	4.3147	1.1008	7.0203
Si	9.5875	1.0073	7.4159
Si	1.141	4.0928	7.5267
Si	6.78	4.5799	7.7167
Si	4.2698	6.5824	7.7103
Si	9.8913	6.4467	7.4808
Si	1.1024	9.8352	7.4544
Si	6.5581	9.8837	7.3859
N	5.5934	5.6718	8.5083
O	-0.0015	0.0961	7.6045
O	3.1929	12.5722	8.0705
O	5.1796	7.4379	10.6871
O	1.39	9.6298	25.0004
O	6.6707	4.26	24.6603
O	7.2567	9.3521	24.9895
O	-0.0932	7.0107	21.3407
O	7.3513	9.7377	8.8332
O	0.1155	5.3335	7.8713
O	1.3725	9.4532	9.0366
O	7.9091	4.2808	8.9414
O	9.218	6.6785	8.9775
O	5.3614	0.0484	7.7666
O	3.3405	7.2795	8.9206
O	8.8544	1.0718	8.904
O	5.3517	-0.5454	23.7474
O	8.7671	3.2996	23.4636
O	10.8462	5.782	23.816
O	4.4249	5.6126	23.9324
O	9.2688	7.2791	24.9816
O	3.5195	1.5813	23.9921
O	3.5029	8.36	23.9503
O	10.19	-0.0229	24.108
Si	10.6068	2.2437	13.8029
Si	2.5375	13.0871	9.4317
Si	7.1678	8.0125	14.2355
Si	9.5259	1.5657	20.2596
Si	2.2048	5.9011	12.3131
Si	-0.5985	4.8789	12.4697
Si	9.9571	5.891	17.8855
Si	4.3441	-1.5679	22.9588
Si	1.2295	8.1323	18.1674
Si	6.2337	3.452	15.6495
Si	5.8496	-2.6299	20.4144
Si	14.8709	3.8268	11.3892
Si	7.8361	0.0845	9.7627
Si	5.8221	6.0009	10.2418
Si	-0.0817	8.5657	20.8321
Si	3.3314	3.2441	20.5717
Si	9.0827	3.9256	21.9711
Si	8.5887	5.4708	9.9039
Si	7.673	-1.0502	16.4744
Si	3.6868	-6.8565	14.219
Si	8.2804	-1.0633	19.4502
Si	8.3877	-1.031	12.5678
Si	1.66	2.3343	16.0035
Si	11.3871	10.2633	13.1358
Si	4.9601	8.9318	15.8243
Si	-0.0225	0.0403	22.6446
Si	8.5002	5.414	15.0721
Si	2.0334	10.0796	15.7533
Si	13.8082	11.9027	22.5939
Si	1.9373	-0.7399	10.3828
Si	0.4173	5.7858	22.2918
Si	3.1947	4.9332	23.0641
Si	4.1342	7.0813	18.1361
Si	0.7852	3.3205	18.8227
Si	18.7108	12.0836	14.5537
Si	-3.3114	5.6716	20.0869
Si	3.6394	-3.0415	10.4383
Si	5.3957	-6.7932	18.5579
O	8.6966	2.8372	20.8207
O	8.0854	-2.1695	15.3676
O	11.2738	9.4835	22.1111
O	12.2065	11.9395	22.8415
O	4.4402	3.1426	19.4009
O	1.8841	11.8237	10.2246
O	14.7623	2.6526	10.2928
O	-5.7908	8.4867	21.8694
O	5.2278	4.7609	11.1222
O	9.3741	9.0027	20.2916
O	7.7116	-6.8353	15.585
O	1.2658	9.6199	14.3886
O	1.5027	3.3328	8.9746
O	1.0803	9.8206	11.7042
O	9.6244	4.8896	11.004
O	-2.3667	0.5462	19.4338
O	6.6097	0.9718	10.3667
O	6.7649	-3.9519	20.4314
O	5.7929	3.3197	17.2112
O	3.2996	-0.5574	22.2413
O	-1.0778	9.7486	13.239
O	8.3394	-1.5011	17.8809
O	-7.3359	9.7434	15.5575
O	3.2145	1.7772	21.2426
O	-7.4939	-1.4136	10.5102
O	6.7212	4.4961	19.4229
O	2.8147	14.1349	15.2533
O	-3.5773	6.1495	10.7077
O	10.9381	3.3796	12.684
O	8.2212	0.4035	15.9553
O	11.9564	8.8074	19.6447
O	2.946	5.4837	13.7371
O	9.3904	5.1735	13.7421
O	-2.7672	5.2164	21.5652
O	1.6327	2.7839	17.551
O	4.5901	5.5339	18.275
O	11.1727	13.6014	15.2769
O	11.4092	0.9463	13.2528
O	10.7751	2.0941	19.3565
O	7.6676	-2.4929	12.7395
O	2.0506	5.9018	22.3984
O	7.45	0.0383	13.3962
O	10.6637	4.379	21.7622
O	7.3502	6.4469	14.5734
O	5.5996	8.4372	14.4046
O	12.347	-1.6368	17.0442
O	10.86	7.2334	17.8732
O	-4.5159	2.0142	14.8811
O	2.3452	3.9051	24.0455
O	9.0029	12.9778	13.9636
O	-1.5216	-5.1125	16.3481
O	8.6235	-0.5622	11.0325
O	8.7669	6.0554	18.9853
O	5.1216	15.3318	14.9127
O	16.9711	9.9096	16.5929
O	3.8758	4.2328	21.7576
O	10.8328	4.5919	18.3397
O	6.7908	9.601	20.07
O	11.5347	5.9912	12.4978
O	15.6244	8.0832	19.2985
O	2.5734	4.7248	11.2381
O	2.5127	-3.8044	18.177
O	4.6818	7.5912	16.6981
O	3.98	14.1208	12.8789
O	2.7089	7.2976	11.646
O	1.8913	3.735	19.9609
O	-0.9853	0.7471	21.5829
O	12.8779	0.7425	15.9656
H	5.7728	0.9767	9.8776

Results
free energy: -137340.289 eV
free energy less fixed offsets of H -15.97, N -385.13, O -568.88, Si -635.61 eV per atom: 0.631 eV

Forces (eV/angstrom), in the order of the atoms: element, x, y, z
Si	-0.0024	0.0124	-0.0034
Si	-0.002	-0.0125	-0.0165
Si	-0.0001	-0.0033	-0.0036
Si	-0.0019	-0.0025	-0.003
Si	-0.0039	-0.0028	-0.0041
Si	-0.0036	-0.0036	0.0106
Si	0.0041	-0.0011	0.0062
Si	-0.003	0.0075	0.002
Si	-0.0001	-0.0101	0.0042
Si	0.0005	0.0098	0.0016
Si	-0.0009	0	0.0001
Si	0.0023	0.005	0.0035
Si	0.002	0.0149	0.0033
Si	-0.0009	-0.0037	-0.0041
Si	-0.0167	0.0057	0.0048
Si	-0.0003	-0.0029	-0.0014
Si	0.0046	-0.0006	-0.0083
Si	-0.0076	-0.0029	-0.0013
Si	-0.0011	0	-0.0044
Si	0.0026	-0.0006	-0.0029
Si	-0.0037	0.0004	0.0026
Si	-0.0018	0.0019	-0.0065
Si	-0.0015	-0.0061	-0.0034
Si	0.0043	0.0067	-0.0013
Si	0.2605	0.0832	-0.0344
Si	-0.0147	0.6627	-0.0566
Si	-0.2254	0.1182	-0.3385
Si	-0.0386	-0.4471	0.0166
Si	-0.4904	-0.3714	0.1393
Si	-0.1288	-0.2629	0.2251
Si	0.5843	0.4155	0.2682
Si	-0.0033	0.3094	-0.0678
Si	0.0619	-0.0034	-0.0797
Si	-0.1348	-0.1083	0.0279
Si	0.1745	0.0671	-0.0668
Si	0.1067	0.0838	0.0693
Si	-0.1248	-0.1071	0.0387
Si	-0.1346	-0.1377	-0.0301
Si	0.0405	0.0649	0.0595
Si	0.2049	0.1409	-0.0516
Si	-0.0145	-0.0172	-0.0437
Si	0.0231	-0.005	-0.0451
Si	-0.0964	0.0394	0.0127
Si	-0.0124	-0.0224	0.0172
Si	-0.0673	0.0734	-0.035
Si	0.027	0.0169	-0.037
Si	0.0787	-0.0579	0.0048
Si	-0.0585	0.0137	0.01
Si	0.0224	-0.0389	-0.0098
Si	-0.0121	0.0244	-0.0093
Si	0.0057	-0.0288	0.0437
Si	0.0017	0.0087	0.0202
Si	0.0779	-0.0083	-0.0158
Si	0.0776	-0.0493	0.0004
Si	0.0222	-0.0114	0.0364
Si	-0.0709	0.0327	0.0538
Si	-0.1184	-0.1026	0.0201
Si	-0.0895	-0.0876	-0.0182
Si	0.0574	0.0689	0.0115
Si	0.0511	0.0331	-0.0014
Si	-0.1545	-0.0764	-0.0468
Si	-0.1064	0.0175	0.0215
Si	-0.0438	0.0463	0.055
Si	0.1944	0.0955	-0.0039
Si	-0.1411	-0.1708	-0.114
Si	-0.0639	0.0979	0.116
Si	0.1045	0.0399	0.2113
Si	0.1187	0.1087	-0.5904
Si	0.1687	0.0025	0.3755
Si	-0.0166	0.1285	0.1523
Si	-0.0048	-0.6828	-0.2443
Si	-0.047	-0.0607	-0.2568
Si	-0.003	0.0014	0.0006
Si	-0.0059	-0.0003	0.0073
Si	0.0034	0.0066	0.0106
Si	0.006	0.0036	0.0028
Si	-0.0023	-0.0008	-0.0022
Si	0.0039	0.0016	0.0059
Si	0.0068	0.0016	0.0109
Si	0.0058	-0.0034	0.0062
Si	-0.0083	-0.0024	-0.0039
Si	-0.007	-0.003	-0.0016
Si	0.0048	0.0025	0.0039
Si	0.0034	0.0002	-0.0004
Si	-0.0011	-0.0119	-0.001
Si	-0.0063	-0.0022	-0.0081
Si	0.0007	0.011	-0.0069
Si	0.0007	0.0045	0
Si	0.0096	-0.0082	0.0243
Si	0.0057	0.0001	0.0129
Si	-0.0056	-0.0046	-0.0096
Si	0.0016	0.0002	0.0015
Si	0.0027	0.0091	0.0083
Si	-0.0037	-0.0055	0.0327
Si	0.0014	-0.0031	0.0087
Si	-0.0154	0.0081	0.0046
N	-0.009	0.0043	-0.0145
O	0.0026	-0.0031	0.0009
O	0.001	0.0013	0.0163
O	-0.0012	0	0.0045
O	0.0022	-0.0068	0.001
O	0.0097	0.0021	-0.0003
O	0.0041	-0.0036	0.01
O	0.0016	-0.0023	0.0015
O	-0.0002	-0.0016	-0.0002
O	-0.0015	0.0034	-0.0017
O	-0.0052	-0.0013	-0.0097
O	-0.0138	-0.0003	-0.0075
O	0.004	0.001	-0.0149
O	-0.0097	0.0088	-0.0158
O	0.0089	-0.0107	-0.0103
O	0.0032	0.0026	-0.0069
O	0.0043	0.0063	0.0126
O	-0.0063	-0.0017	0.0131
O	0.0018	-0.0019	0.0082
O	0.0175	0.0067	0.0078
O	0.0008	-0.0024	0.0128
O	-0.0015	0.0072	0.0076
O	-0.0063	-0.0025	0.0009
O	0.0014	-0.0027	0.0097
Si	-0.0007	-0.0002	-0.0008
Si	0.0112	-0.0029	-0.0246
Si	-0.0021	0.0013	0.0008
Si	0.0004	-0.0006	-0.0033
Si	-0.0007	-0.0039	-0.0052
Si	0.0007	-0.0009	-0.0016
Si	-0.0006	-0.0006	-0.0041
Si	-0.0023	0.0023	0.0036
Si	0.0025	0.0045	-0.005
Si	0	0.0014	-0.0043
Si	-0.0001	-0.0006	-0.0024
Si	-0.0081	0.0016	-0.001
Si	0.0049	-0.0045	-0.0107
Si	-0.0036	-0.0017	0.0084
Si	-0.0031	-0.0006	-0.0019
Si	-0.0032	0.0019	-0.0001
Si	-0.0032	0.0024	-0.0029
Si	0.0061	0.001	-0.0049
Si	-0.0026	0.0011	-0.0038
Si	0.0002	0.0002	0.0003
Si	0.0001	-0.0015	-0.0021
Si	-0.0031	-0.0004	0.0003
Si	0.0064	-0.0054	-0.0033
Si	-0.0013	0.0038	0.0001
Si	-0.0061	-0.0022	0.0044
Si	0.0015	0.0002	0.0061
Si	-0.0024	-0.0005	0.0007
Si	0.0098	0.0087	0.0058
Si	0.0004	0.002	0.0026
Si	0.0005	-0.0008	-0.0048
Si	-0.0105	0.0004	-0.0056
Si	-0.0002	-0.0103	-0.0021
Si	-0.0065	0.0017	-0.0125
Si	0.0016	0.0009	-0.0039
Si	-0.0018	0.0026	0
Si	-0.0002	-0.0008	-0.0009
Si	0.0001	0.0017	-0.003
Si	-0.0011	0.0012	-0.0024
O	-0.0021	0.0038	0.0032
O	-0.0001	0.0006	0.0015
O	0.0031	0.001	0.0031
O	0.0004	-0.0005	-0.0012
O	0.0016	0.0018	-0.0009
O	0.0008	0.0062	0.0027
O	-0.0054	-0.0045	0.0013
O	-0.003	0.0024	0.0047
O	0.0043	0.0053	0.0009
O	0.0004	-0.0002	0.0015
O	-0.0001	0.002	0.0033
O	-0.0014	0.0006	0.0013
O	0.0039	-0.0017	0.0036
O	0.0032	0.0007	-0.0009
O	-0.0059	0.0039	-0.0023
O	0.0004	0.0031	0.0023
O	-0.0291	0.0035	-0.0143
O	-0.0016	0.0019	0.0004
O	-0.0015	0.0017	0.0041
O	0.0045	-0.0051	0.0008
O	-0.0011	0.0004	0.0026
O	0.0002	0.0005	0.004
O	-0.0097	-0.0041	0.0094
O	-0.002	-0.0063	0.0033
O	-0.0033	0.0001	0.0054
O	-0.0024	0.0009	0.0015
O	-0.0067	-0.0019	0.0067
O	0.0057	-0.002	0.0035
O	-0.0006	0.0027	0.0038
O	-0.0008	0.0017	0.0024
O	-0.0002	-0.0007	0.0007
O	-0.0018	0.003	-0.0002
O	0.0016	0.0002	0.0001
O	0.0003	-0.0012	0.0012
O	-0.0006	-0.0018	-0.0018
O	-0.0029	0.0058	0.0035
O	0.0009	-0.0005	0.0018
O	-0.0001	-0.0016	0.0032
O	-0.0018	0	0.0028
O	0.0009	0.0023	0.0029
O	0.0092	0.0013	-0.0021
O	0.0008	-0.0012	0.0012
O	0.001	0.001	0.0007
O	0	0.001	0.0027
O	0.0001	-0.0005	0.0053
O	0.0033	0.0007	0.0002
O	0.0025	0.0032	0.0037
O	0.0007	0.0007	0.0029
O	0.0003	-0.0041	0.0034
O	-0.0001	0.0011	0.0032
O	-0.0007	0	0.0024
O	-0.0047	0.0052	-0.0034
O	-0.0017	0.0002	0.0044
O	-0.0025	0.0008	0.0023
O	-0.0054	-0.0028	0.0004
O	-0.003	0.0067	0.0089
O	0.0002	-0.0009	0.0032
O	-0.0039	-0.0011	0.0013
O	0.0004	0.0021	0.0044
O	-0.0005	-0.0003	0.002
O	0.0012	0.0011	0.0051
O	0.0146	0.0056	-0.0015
O	-0.0026	0.0064	0.0141
O	0	0.0013	-0.0011
O	0.0007	0.0018	0.0019
O	0.0004	-0.0005	0.0024
O	0.0011	0.0003	0.0023
O	0.0015	-0.0045	0.0002
H	0.0287	-0.0053	0.0154

The program warned: the cutoff lies below the one the program advises for these potential files; the exchange-correlation potential is rough where the density is thin.
